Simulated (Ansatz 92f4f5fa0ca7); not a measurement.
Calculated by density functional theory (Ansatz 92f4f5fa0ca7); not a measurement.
Periodic cell of 354 atoms, Si240O114, from a study of silicon, its oxide and their interface. The atomic structure is a simulated model.
Doubt: the cutoff is far below the 930 eV that the study's wrapper takes by default for these files, so forces and energies are approximate.
This geometry differs little from another in the collection (a relaxation step or a small displacement).

Settings: functional PBE; potential files Ansatz PAW; basis plane waves; wave-function cutoff 580 eV; density cutoff ratio 5; exchange-correlation grid ratio 1; k mesh 1 x 1 x 1, Gamma-centred; self-consistency stop 5e-08 eV per atom in the density residual; occupations fixed; spin none; net charge 0.

Cell vectors (angstrom)
a  11.6015  0  0
b  0  13.3963  0
c  0  0  40.7742

Atoms: element, x, y, z (angstrom)
Si  0  2.2327  1.1851
Si  3.8672  2.2327  1.1851
Si  7.7343  2.2327  1.1851
Si  1.9336  5.5818  1.1851
Si  5.8008  5.5818  1.1851
Si  9.6679  5.5818  1.1851
Si  0  8.9308  1.1851
Si  3.8672  8.9308  1.1851
Si  7.7343  8.9308  1.1851
Si  1.9336  12.2799  1.1851
Si  5.8008  12.2799  1.1851
Si  9.6679  12.2799  1.1851
Si  1.9336  1.1164  1.9745
Si  5.8008  1.1164  1.9745
Si  9.6679  1.1164  1.9745
Si  0  4.4654  1.9745
Si  3.8672  4.4654  1.9745
Si  7.7343  4.4654  1.9745
Si  1.9336  7.8145  1.9745
Si  5.8008  7.8145  1.9745
Si  9.6679  7.8145  1.9745
Si  0  11.1635  1.9745
Si  3.8672  11.1635  1.9745
Si  7.7343  11.1635  1.9745
Si  1.9336  1.1164  4.3426
Si  5.8008  1.1164  4.3426
Si  9.6679  1.1164  4.3426
Si  0  4.4654  4.3426
Si  3.8672  4.4654  4.3426
Si  7.7343  4.4654  4.3426
Si  1.9336  7.8145  4.3426
Si  5.8008  7.8145  4.3426
Si  9.6679  7.8145  4.3426
Si  0  11.1635  4.3426
Si  3.8672  11.1635  4.3426
Si  7.7343  11.1635  4.3426
Si  0  0  36.4336
Si  3.8672  0  36.4336
Si  7.7343  0  36.4336
Si  1.9336  3.3491  36.4336
Si  5.8008  3.3491  36.4336
Si  9.6679  3.3491  36.4336
Si  0  6.6981  36.4336
Si  3.8672  6.6981  36.4336
Si  7.7343  6.6981  36.4336
Si  1.9336  10.0472  36.4336
Si  5.8008  10.0472  36.4336
Si  9.6679  10.0472  36.4336
Si  0  0  38.8017
Si  3.8672  0  38.8017
Si  7.7343  0  38.8017
Si  1.9336  3.3491  38.8017
Si  5.8008  3.3491  38.8017
Si  9.6679  3.3491  38.8017
Si  0  6.6981  38.8017
Si  3.8672  6.6981  38.8017
Si  7.7343  6.6981  38.8017
Si  1.9336  10.0472  38.8017
Si  5.8008  10.0472  38.8017
Si  9.6679  10.0472  38.8017
Si  0  2.2327  39.5911
Si  3.8672  2.2327  39.5911
Si  7.7343  2.2327  39.5911
Si  1.9336  5.5818  39.5911
Si  5.8008  5.5818  39.5911
Si  9.6679  5.5818  39.5911
Si  0  8.9308  39.5911
Si  3.8672  8.9308  39.5911
Si  7.7343  8.9308  39.5911
Si  1.9336  12.2799  39.5911
Si  5.8008  12.2799  39.5911
Si  9.6679  12.2799  39.5911
Si  1.5955  0.0463  28.385
Si  3.8314  0.677  28.6541
Si  7.6807  0.3174  29.1225
Si  2.1863  3.7345  28.9664
Si  5.7694  3.6244  29.3181
Si  9.1519  3.9397  28.8952
Si  0.0396  6.7955  29.3194
Si  3.7083  9.1496  30.0741
Si  7.6969  6.9675  29.5014
Si  1.6285  10.1085  29.4077
Si  5.7612  10.0359  29.3467
Si  9.5639  9.9856  29.4209
Si  0.2261  2.5568  29.2141
Si  3.8583  2.5406  30.0514
Si  7.6662  2.4829  30.04
Si  1.9044  5.7088  30.1966
Si  5.6751  5.863  29.9996
Si  9.6277  5.8125  30.1502
Si  -0.1379  8.8806  30.2598
Si  3.6237  6.9559  29.2667
Si  7.6341  9.0933  30.3418
Si  0.9808  12.1826  30.2605
Si  5.9495  12.2527  30.057
Si  10.118  12.1079  30.2426
Si  -0.0426  2.2566  32.4555
Si  3.8374  2.2769  32.4204
Si  7.7328  2.3135  32.4153
Si  1.9016  5.5883  32.5355
Si  5.7359  5.6569  32.4022
Si  9.6633  5.6322  32.5007
Si  -0.0595  8.9594  32.5966
Si  3.7986  8.9863  32.4497
Si  7.6788  8.9727  32.6481
Si  1.83  12.3291  32.4657
Si  5.8066  12.3002  32.4423
Si  9.6519  12.2834  32.5443
Si  1.9096  1.159  33.2422
Si  5.794  1.161  33.1948
Si  9.6338  1.1479  33.2616
Si  -0.0333  4.4749  33.2897
Si  3.8568  4.4867  33.2658
Si  7.6889  4.5334  33.2249
Si  1.9012  7.8374  33.2851
Si  5.7171  7.8497  33.2872
Si  9.6267  7.8332  33.3497
Si  -0.0284  11.1956  33.3766
Si  3.8214  11.2246  33.204
Si  7.7013  11.2133  33.3373
Si  1.9324  1.1226  35.628
Si  5.7988  1.1229  35.5999
Si  9.6643  1.1212  35.6379
Si  -0.0039  4.4582  35.6545
Si  3.8703  4.4665  35.6389
Si  7.7278  4.4757  35.6162
Si  1.9346  7.8158  35.6487
Si  5.787  7.8151  35.6498
Si  9.6634  7.8114  35.6868
Si  -0.0018  11.1604  35.704
Si  3.8575  11.1768  35.6037
Si  7.7327  11.174  35.6799
Si  0.0089  0.0225  5.2435
Si  3.8798  -0.0192  5.1643
Si  7.7455  -0.0276  5.165
Si  1.9405  3.3448  5.0704
Si  5.799  3.3512  5.071
Si  9.6549  3.332  5.1134
Si  0.0113  6.6883  5.1144
Si  3.8781  6.6963  5.1029
Si  7.7305  6.6946  5.0803
Si  1.9411  10.0553  5.1444
Si  5.8032  10.0506  5.1643
Si  9.6702  10.0547  5.1425
Si  0.0801  0.073  7.7225
Si  3.9679  -0.0959  7.5609
Si  7.8057  -0.1483  7.5634
Si  1.9625  3.332  7.3972
Si  5.8071  3.2829  7.3984
Si  9.6216  3.2922  7.4667
Si  0.0751  6.6194  7.4675
Si  3.9535  6.6761  7.45
Si  7.756  6.6706  7.4138
Si  1.9815  10.0475  7.5228
Si  5.8371  10.0209  7.5588
Si  9.721  10.0371  7.5201
Si  0.0233  2.4408  8.3652
Si  3.868  2.1715  8.1774
Si  7.6764  2.0899  8.221
Si  2.0697  5.529  8.2186
Si  5.8646  5.5106  8.2263
Si  9.6697  5.5455  8.1402
Si  0.0558  8.8685  8.2036
Si  3.9049  8.8755  8.2999
Si  7.7834  8.8665  8.2542
Si  2.0307  12.261  8.4453
Si  5.889  12.1892  8.5045
Si  9.7846  12.2298  8.4798
Si  -0.1383  2.3926  12.1164
Si  4.4375  2.219  10.4374
Si  6.8192  2.0569  10.4266
Si  2.0381  5.2139  10.563
Si  5.937  5.4368  10.5866
Si  9.7569  5.1698  10.4337
Si  0.0826  8.6443  10.5229
Si  3.8921  8.6016  10.6555
Si  7.8644  8.493  10.5793
Si  2.1657  11.9411  10.8309
Si  6.038  11.8544  10.9522
Si  9.8855  11.8406  10.8727
Si  2.4463  0.4218  12.221
Si  6.9601  0.3535  12.0882
Si  9.2893  0.2144  12.3206
Si  0.1095  3.8338  10.382
Si  4.08  4.2788  11.3811
Si  7.7705  4.0588  11.1769
Si  1.8948  7.4375  11.3352
Si  5.8706  7.5813  11.3893
Si  9.8405  7.3877  11.2752
Si  0.2873  10.7657  11.556
Si  4.0019  10.7148  11.6585
Si  7.9856  10.5966  11.5046
O  4.397  3.9914  13.0167
O  5.8675  7.5517  13.0486
O  9.5505  0.0757  13.9494
O  10.0348  7.581  12.9194
O  2.7765  0.1966  13.8337
O  6.366  0.716  13.6061
O  1.5929  7.4819  12.9811
O  0.607  10.7292  13.1946
O  3.7656  10.4834  13.3032
O  -0.2271  3.187  13.538
O  8.0092  3.6374  12.769
O  8.0178  10.4992  13.1752
O  5.8484  3.4705  27.661
O  1.3588  10.094  27.7477
O  7.3413  0.427  27.5019
O  12.0051  7.0696  27.6946
O  7.9004  7.125  27.8465
O  1.3643  12.6205  26.9892
O  0.4472  14.6025  28.3387
O  3.1249  6.9496  27.6533
O  5.8531  9.7296  27.7054
O  8.5419  4.5324  27.4697
O  4.4676  -0.5674  29.5253
O  4.679  0.875  27.2441
Si  8.0396  10.5388  19.3256
Si  4.4842  10.5891  14.7774
Si  9.4619  10.1581  27.0657
Si  5.2542  7.7496  14.5369
Si  3.0773  1.1254  15.17
Si  1.1027  7.7347  23.9758
Si  9.0679  7.8619  22.2903
Si  2.1159  10.4904  16.9461
Si  11.6516  5.9493  16.1217
Si  6.4521  1.387  21.3488
Si  5.8599  0.0419  15.0109
Si  1.8629  10.6471  23.8071
Si  10.8316  3.1755  15.069
Si  7.9974  5.9069  26.7606
Si  2.1926  6.5356  21.3147
Si  6.0162  0.2104  26.5564
Si  10.4187  0.1333  15.3385
Si  12.8439  3.8304  21.6782
Si  8.1094  4.3177  14.2277
Si  -2.7731  2.8992  20.0683
Si  1.9902  13.4714  17.9485
Si  10.1108  5.0744  21.5186
Si  11.6813  10.9213  14.7239
Si  5.8476  5.1294  15.9532
Si  8.048  -1.1776  16.6909
Si  12.2959  11.1701  26.698
Si  10.3671  6.5304  18.672
Si  4.9677  10.2015  23.7042
Si  7.7194  5.3257  18.4278
Si  0.0719  1.4114  20.0989
Si  4.3163  8.4357  21.2606
Si  1.8986  9.0316  19.6809
Si  5.5817  4.2804  26.2711
Si  5.6468  15.4618  24.1911
Si  2.455  2.1893  24.0608
Si  7.0062  7.9073  19.9806
Si  1.4336  -0.0634  22.302
Si  6.1724  11.8841  21.4218
Si  9.707  7.7482  25.0404
Si  8.611  10.0228  14.6143
Si  6.3854  10.535  26.3871
Si  10.6175  9.3095  20.1069
Si  3.9713  13.5299  20.3206
Si  2.2432  6.741  14.2742
Si  1.7401  6.7531  26.7738
Si  3.4999  4.074  14.3866
Si  2.506  3.9693  26.5712
Si  9.3064  7.1581  14.3149
O  7.1594  -2.5321  20.6539
O  9.5148  -0.4582  16.5684
O  -0.1727  4.438  22.2242
O  1.7464  11.8703  17.7375
O  6.4492  5.0184  17.4566
O  1.9187  7.6344  25.4029
O  10.1544  1.9616  19.7697
O  4.8362  12.1458  20.4989
O  2.7737  2.6733  14.7588
O  1.0053  2.6691  20.5633
O  7.7728  -1.691  18.2162
O  5.9641  6.71  15.5627
O  4.045  1.8411  23.9912
O  1.493  5.2114  26.2578
O  2.24  9.3117  18.0916
O  4.6443  0.9553  15.5854
O  5.4578  8.3371  20.1252
O  5.7264  12.0195  26.4069
O  0.0759  4.3235  15.8661
O  3.7568  6.9256  21.4828
O  9.8613  8.8005  26.2588
O  8.3648  3.8857  18.85
O  3.9856  4.5554  26.1651
O  8.3351  5.907  13.9918
O  6.7141  4.1299  15.0121
O  9.0588  3.8401  21.3808
O  9.6302  10.5448  19.7062
O  9.0091  6.3724  25.5778
O  10.9395  1.6519  15.6732
O  4.9883  1.3799  20.6127
O  7.139  6.3241  19.5933
O  8.8087  8.3723  23.8173
O  11.6215  6.1565  17.7254
O  1.347  6.7931  15.6175
O  8.4124  8.417  14.8453
O  10.2774  8.7247  21.5978
O  1.0622  10.7771  25.1953
O  5.7868  -2.0484  22.9011
O  2.7747  0.1555  21.4115
O  0.5456  9.8711  20.0566
O  3.4724  10.7588  24.0634
O  6.977  -0.0437  16.1992
O  5.8156  9.7967  25.0441
O  7.8914  10.8783  15.7813
O  0.7144  0.7361  18.7455
O  6.4751  5.6428  26.2195
O  10.3905  6.676  15.4034
O  1.5857  7.4583  20.0838
O  10.1969  10.2999  14.7531
O  11.6852  12.5168  15.123
O  4.3153  4.6013  15.7152
O  1.445  9.1679  23.2656
O  2.0733  4.9822  20.8856
O  10.4884  5.6461  20.0335
O  10.6604  11.2599  26.7952
O  7.71  8.0704  21.4397
O  2.3552  5.147  13.9478
O  2.1064  3.3476  22.9681
O  11.1641  7.4463  24.3949
O  6.953  13.2754  21.6828
O  0.1342  0.3414  21.3642
O  5.3852  11.9218  14.7046
O  7.632  8.9918  18.9047
O  8.9946  6.1675  17.8301
O  6.3725  15.6016  22.7472
O  3.3601  13.6657  18.822
O  7.5422  1.973  20.3279
O  1.5708  0.8674  23.6552
O  3.4814  10.6718  16.0628
O  6.2474  0.8263  25.073
O  9.4525  6.2732  22.3808
O  1.4747  6.6852  22.7841
O  10.4026  8.1164  19.0106
O  4.842  8.9162  22.7167
O  0.962  10.126  15.8412
O  3.6571  7.4562  14.5694
O  6.0255  3.4286  24.9736
O  9.2588  3.6004  15.117
O  1.3284  -1.6202  22.7612
O  2.1151  2.6993  25.5932
O  5.4573  9.2933  15.0095
O  8.0192  10.6736  26.4588
O  2.1798  0.7648  16.4789
O  3.167  9.4451  20.6403
O  -22.108  14.7241  12.1711
O  -1.0459  -10.1735  28.4624
O  9.2456  -13.5792  29.3346
O  21.6633  1.5889  11.8227
O  11.4544  2.2397  30.7903
O  3.7418  14.5348  11.5008

Results
free energy: -217400.927 eV
free energy less fixed offsets of O -568.88, Si -635.61 eV per atom: -2.207 eV

Forces (eV/angstrom), in the order of the atoms: element, x, y, z
Si  -0.0112  0.0431  0.0315
Si  0.0022  0.0313  0.042
Si  -0.0132  0.0436  0.021
Si  0.0033  -0.0243  0.0005
Si  -0.006  -0.0252  -0.0123
Si  -0.0025  -0.0221  -0.013
Si  0.0019  -0.0356  0.0369
Si  0.0111  -0.0037  -0.0278
Si  -0.0305  0.0085  -0.0134
Si  0.0075  0.021  -0.0025
Si  -0.0074  0.0147  -0.0111
Si  -0.0107  0.0258  0.0014
Si  -0.0023  -0.1164  -0.0215
Si  0.0352  -0.0987  -0.0108
Si  0.0381  -0.1098  -0.0139
Si  -0.041  -0.0094  -0.0082
Si  0.0067  0.0329  0.0119
Si  0.0189  -0.0087  0.0083
Si  0.021  0.029  -0.0041
Si  0.0001  0.0622  0.0052
Si  0.034  0.0221  -0.0169
Si  0.0131  0.0831  -0.0232
Si  0.0262  -0.0373  -0.0032
Si  -0.0064  -0.053  -0.0053
Si  0.0229  -0.2638  0.2306
Si  0.097  -0.255  0.1474
Si  0.1034  -0.252  0.2472
Si  -0.0986  -0.0853  -0.1367
Si  0.0343  0.0581  -0.3534
Si  0.0343  -0.0487  -0.3133
Si  0.0746  0.0728  0.0032
Si  -0.0043  0.1507  -0.1488
Si  0.0839  0.0579  0.0239
Si  0.0566  0.2617  0.391
Si  0.0985  -0.0354  0.0014
Si  -0.0211  -0.0888  -0.0121
Si  -0.0079  0.1377  0.0073
Si  0.0111  0.0655  -0.2025
Si  -0.0694  0.1863  0.022
Si  0.0358  -0.0089  -0.0386
Si  0.0411  -0.0191  -0.1339
Si  -0.1342  0.0215  -0.067
Si  0.0525  -0.0368  0.0696
Si  -0.0597  -0.0328  0.1031
Si  -0.1417  -0.0424  0.0566
Si  0.1352  0.0048  0.0611
Si  -0.1755  0.0785  -0.0753
Si  -0.0844  -0.0056  0.2554
Si  -0.0013  0.0678  0.0035
Si  0.0092  0.0105  0.0062
Si  -0.0281  0.0695  -0.0002
Si  0.0033  0.0177  0.0175
Si  0.0178  0.0055  0.0216
Si  -0.0478  0.0322  0.0192
Si  0.0215  -0.0256  0.0049
Si  -0.0179  -0.0153  -0.0039
Si  -0.0557  -0.0097  -0.0097
Si  0.0633  -0.0063  -0.0078
Si  -0.0661  0.0118  0.0109
Si  -0.0362  -0.0004  -0.0092
Si  0.0106  -0.034  -0.016
Si  0.0004  -0.021  -0.0231
Si  0.0074  -0.0377  0.0133
Si  -0.0038  0.018  0.0146
Si  0.0053  0.0299  0.0087
Si  0.0073  0.0146  -0.0094
Si  -0.0025  0.0248  -0.0183
Si  -0.0066  0.0046  0.0254
Si  0.0262  -0.0062  -0.0022
Si  -0.0032  -0.0211  -0.0216
Si  0.0116  -0.0119  -0.0087
Si  0.0018  -0.028  -0.0172
Si  0.0396  0.0138  0.0951
Si  -0.028  -0.0256  0.0227
Si  0.011  -0.0111  0.0123
Si  -0.0128  -0.0115  0.007
Si  0.0067  -0.0035  0.0295
Si  -0.0222  0.0257  0.0182
Si  -0.055  -0.0024  0.074
Si  0.0302  -0.0204  -0.0177
Si  -0.0129  -0.0207  0.0228
Si  -0.0431  0.0152  0.0703
Si  -0.0105  0.024  0.0221
Si  0.0128  0.0291  0.007
Si  0.0799  -0.0037  0.0328
Si  -0.0046  0.0137  0.0277
Si  -0.0102  0  -0.0036
Si  -0.0073  0.0006  -0.0218
Si  0.0117  0.0023  -0.0205
Si  0.0274  -0.0046  -0.0178
Si  0.0144  -0.0606  0.0203
Si  0.0155  0.0028  0.0362
Si  -0.0176  -0.0051  -0.0204
Si  0.0339  0.0417  -0.0393
Si  -0.0304  0.0173  -0.0016
Si  0.0136  -0.0316  -0.0151
Si  0.0037  0.0151  0.0734
Si  -0.0051  -0.011  -0.0417
Si  -0.0059  -0.01  -0.0011
Si  0.0074  -0.0039  0.0077
Si  -0.0118  0.0043  0.0029
Si  -0.0113  0.0022  -0.0021
Si  0.0092  -0.003  -0.0483
Si  -0.0037  -0.0022  0.0106
Si  0.0034  -0.0026  0.0117
Si  0.0105  0.0131  -0.0169
Si  0.0093  0.0062  0.0013
Si  -0.0037  0.0014  0.0374
Si  -0.016  0.005  0.0045
Si  0.0099  -0.0022  -0.0056
Si  0.0194  0.0032  -0.0025
Si  -0.005  -0.0119  0.0023
Si  0.0019  0.0064  0.0027
Si  0.0215  0.0003  0.0018
Si  -0.015  0.0017  0.006
Si  0.0082  0.0045  -0.0034
Si  -0.0033  -0.0097  0.0088
Si  -0.0072  -0.0013  0.0135
Si  -0.0006  -0.004  0.004
Si  -0.0066  -0.0008  -0.0006
Si  0.0046  0  -0.0118
Si  0  -0.0044  -0.0057
Si  -0.0088  -0.005  -0.0111
Si  0.0021  0.0195  -0.0089
Si  -0.003  0.0051  -0.0006
Si  -0.0073  -0.0001  0
Si  0.0022  0.0033  -0.0016
Si  -0.0024  0.0045  0.0004
Si  -0.0008  0.0099  -0.0028
Si  -0.0025  0.0062  -0.0035
Si  0.0071  -0.0029  -0.0003
Si  0.0021  0.0014  -0.0013
Si  0.002  -0.0161  0.0047
Si  0.0014  -0.0019  0.0118
Si  -0.0073  0.0048  0.0027
Si  0.0004  -0.0018  0.0045
Si  0.0109  -0.0053  0.0031
Si  0.0033  -0.0009  0.0088
Si  -0.0066  0.004  0.0078
Si  -0.0069  0.0015  0.0074
Si  0.0073  -0.0048  0.007
Si  -0.0003  -0.0066  -0.0022
Si  -0.0019  0.0016  -0.0015
Si  -0.0032  -0.008  0.0042
Si  -0.0017  -0.0005  -0.0021
Si  -0.0176  0.0098  -0.001
Si  0.0053  0.0029  0.0136
Si  -0.011  -0.0029  -0.002
Si  -0.0172  0.0003  -0.0076
Si  -0.0013  -0.0014  -0.0066
Si  -0.0045  -0.0128  -0.0055
Si  -0.0092  -0.005  -0.0104
Si  -0.005  0.0016  -0.0086
Si  0.0007  0.0014  0.0026
Si  -0.0039  -0.011  0.0046
Si  0.0071  0.0028  -0.0045
Si  0.0009  -0.013  -0.0176
Si  0.028  -0.0039  -0.0018
Si  -0.0087  -0.0033  0.017
Si  0.0037  0.0124  -0.0056
Si  0.0029  -0.0012  -0.0119
Si  0.0089  -0.0003  -0.0219
Si  -0.0062  -0.0004  -0.008
Si  -0.003  -0.0006  -0.0033
Si  -0.0005  -0.0067  0.0013
Si  0.0131  0.0073  -0.0123
Si  0.0024  0.0119  -0.0148
Si  -0.0083  0.0081  -0.0251
Si  -0.0007  -0.0031  0.0188
Si  -0.0182  0.1494  -0.0622
Si  0.0147  -0.0003  -0.0279
Si  0.0166  -0.0048  0.0053
Si  0.0094  -0.0189  0.0369
Si  -0.0177  -0.0213  0.0265
Si  -0.0058  0.0061  0.0289
Si  0.0179  -0.002  0.0254
Si  -0.0088  0.0161  0.0253
Si  0.01  -0.0068  0.0288
Si  -0.0023  -0.0068  0.0126
Si  -0.0318  0.0449  0.064
Si  -0.0509  -0.028  0.0249
Si  0.0285  -0.0041  -0.0531
Si  0.0427  -0.003  -0.0464
Si  0.0147  0.0138  0.0366
Si  0.0102  -0.0005  -0.0603
Si  -0.0169  0.0428  0.0191
Si  0.0068  0.004  -0.0381
Si  -0.0045  -0.016  -0.043
Si  -0.0032  0.0152  -0.0193
Si  -0.0196  -0.0257  -0.0156
Si  -0.004  0.0027  -0.0694
Si  0.0222  -0.0177  -0.0611
O  -0.0161  0.0004  0.0708
O  -0.003  0.0048  0.0204
O  0.0072  -0.0141  0.0713
O  -0.0089  -0.0072  0.0308
O  0.0093  0.0242  0.0145
O  -0.0096  -0.01  0.019
O  -0.0038  -0.0069  0.0353
O  0.0033  0.0109  0.0382
O  0.0055  -0.0041  0.0601
O  -0.0059  0.0075  0.0065
O  0.0075  0.0073  0.0183
O  -0.0032  0.0328  0.0463
O  -0.0047  0.0067  -0.0251
O  0.0134  -0.0105  -0.0713
O  -0.004  -0.0006  -0.0042
O  0.0234  0.0041  -0.0322
O  0.0073  0.0041  -0.0035
O  -0.0059  -0.0412  -0.0477
O  -0.0297  0.0054  -0.0441
O  -0.0176  -0.0009  -0.0226
O  0.0088  0.0051  -0.0254
O  -0.0036  0.0195  -0.0264
O  0.0287  -0.0015  -0.0155
O  0.0136  -0.008  -0.0061
Si  0.0028  -0.0009  0.0124
Si  -0.0201  -0.0049  -0.0066
Si  -0.0003  0.0081  -0.0147
Si  -0.0054  0.0077  -0.0107
Si  -0.012  -0.0167  -0.0203
Si  0.002  -0.0067  0.0117
Si  0.0025  -0.0017  0.0111
Si  0.0061  -0.0017  0.0115
Si  -0.003  0.0152  0.013
Si  -0.0045  0.0002  0.0092
Si  -0.0024  0.0038  0.0071
Si  -0.0133  -0.002  0.0026
Si  -0.007  -0.0035  -0.0055
Si  -0.0031  -0.0141  -0.0112
Si  -0.0055  -0.0073  0.0134
Si  0.0046  0.013  -0.0064
Si  0.0076  -0.0131  -0.0153
Si  0.0037  0.0014  0.0155
Si  0.0019  -0.0124  -0.0386
Si  -0.0015  0.0047  0.0146
Si  0.0018  -0.004  0.012
Si  -0.0022  -0.0051  0.0152
Si  0.0035  0.0086  -0.0112
Si  -0.0043  0.006  0.0154
Si  0.0016  -0.005  0.0232
Si  0.0015  0.0297  0.0121
Si  -0.0005  -0.0036  0.0136
Si  0.0053  0.0014  0.0023
Si  -0.0005  0.0015  0.0204
Si  -0.0004  0.0023  0.0135
Si  -0.0031  -0.0003  0.0066
Si  -0.003  0.0011  0.0077
Si  0.0131  0.0014  -0.0029
Si  0.0031  0.0076  0.0102
Si  -0.0034  0.0049  0.0068
Si  -0.0018  0.0028  0.008
Si  -0.0009  -0.0002  0.0126
Si  0.0008  0.0017  0.008
Si  0.0068  -0.0164  0.0138
Si  0.0218  -0.0059  -0.0017
Si  -0.0103  -0.0023  0.0021
Si  -0.0017  0.0035  0.0132
Si  -0.0011  0.0045  0.0178
Si  -0.0038  0.011  -0.0069
Si  -0.0065  0.0034  -0.0143
Si  0.0088  -0.0057  -0.0317
Si  0.0031  -0.0039  0.0176
Si  0.0014  0.0125  -0.0067
O  -0.0016  0.0019  -0.0045
O  0.0061  -0.0016  -0.0074
O  -0.004  0.0035  -0.0098
O  -0.0027  0.0096  -0.0085
O  -0.0002  -0.0012  -0.0032
O  0.001  0.004  -0.0176
O  -0.0013  0.0019  -0.0082
O  -0.0022  0.0003  -0.0073
O  0.0103  0.0101  -0.0123
O  -0.0055  -0.0075  -0.0105
O  -0.0023  0.0014  -0.0006
O  0.0016  -0.0158  -0.0007
O  -0.0022  0.0008  0.0002
O  0.0092  -0.0028  -0.0025
O  -0.0009  -0.0024  -0.001
O  -0.0039  0.0012  -0.0079
O  0.0006  0.0028  -0.005
O  0  -0.0105  0.0066
O  0.0024  -0.0036  -0.0066
O  0.0038  0.0015  -0.0062
O  0.0001  -0.0081  -0.0053
O  0.0014  -0.0039  -0.0078
O  -0.0076  0.0007  -0.0022
O  0.0015  -0.0019  -0.003
O  -0.0057  0.001  -0.0024
O  0.0022  0.0033  -0.009
O  0.0047  -0.0003  -0.0052
O  0.0125  0.0116  -0.0076
O  0.0028  0.0086  -0.0092
O  -0.0004  0.0004  -0.0074
O  -0.0002  0.0029  -0.004
O  -0.005  0.0055  -0.0096
O  -0.0004  -0.0003  -0.0048
O  -0.0117  -0.0024  0.0029
O  0.0025  -0.0071  -0.0086
O  0.0004  0.0025  -0.0065
O  0.0075  -0.0049  -0.0111
O  0.0015  -0.0007  -0.0033
O  0.0021  -0.0001  -0.0109
O  0.0036  0.0008  -0.006
O  0.0031  0.0013  0.0002
O  -0.0025  0.0059  -0.0178
O  -0.0021  0.0017  -0.0005
O  0.001  0.0115  0.0031
O  -0.0014  0.0013  -0.0101
O  -0.006  0.0014  0.0044
O  0.0053  -0.0053  -0.0064
O  0  0.0025  -0.0078
O  -0.0023  0.0054  -0.0124
O  -0.0154  -0.0078  -0.012
O  0.0027  0.0025  -0.0061
O  -0.0013  0.0039  -0.0024
O  -0.0002  0.0056  -0.0073
O  -0.0019  0.0037  -0.0099
O  -0.0027  -0.0094  0.0038
O  0.001  0.0018  -0.0069
O  0.0083  -0.0063  0.0033
O  -0.0035  -0.0033  -0.0053
O  0.0058  0.0073  -0.0052
O  0.0002  0.0019  -0.0054
O  -0.0007  0.0027  -0.0089
O  0.009  0.006  0.0007
O  -0.0001  -0.0003  -0.0052
O  0.0059  0.0008  -0.0098
O  0.004  -0.0027  -0.0149
O  -0.0012  0.0012  -0.0076
O  0.0015  0.0013  -0.0051
O  0.0016  0.0015  -0.0004
O  -0.0069  0.0029  0.001
O  -0.0002  0.0016  -0.0074
O  -0.0009  0.0008  -0.0081
O  0.0009  0.0049  -0.0054
O  0.0018  0.0008  -0.0066
O  -0.0034  -0.0007  -0.0074
O  -0.0028  0.0032  -0.0082
O  0.006  -0.0037  -0.006
O  -0.0075  -0.0094  -0.0078
O  0.0143  0.0002  -0.0076
O  0.0013  0.0047  -0.0045
O  0.002  -0.0006  -0.0249
O  -0.0001  -0.0008  -0.0082
O  -0.0034  -0.0021  0.0016
O  -0.0047  -0.0031  0.0065
O  0.0002  0.0021  -0.0039
O  -0.0141  0.0519  -0.0095
O  -0.0524  0.0344  -0.0443
O  -0.0349  0.0254  -0.0233
O  -0.0536  -0.0471  -0.0122
O  0.0105  -0.0153  -0.0499
O  0.0187  -0.1332  0.0801

The program warned: the cutoff lies below the one the program advises for these potential files; the forces do not sum to zero within the program's tolerance; the exchange-correlation potential is rough where the density is thin.
